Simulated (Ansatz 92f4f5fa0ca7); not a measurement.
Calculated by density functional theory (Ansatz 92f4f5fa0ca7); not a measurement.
Periodic cell of 208 atoms, Si128O80, from a study of silicon, its oxide and their interface. The atomic structure is a simulated model.
Doubt: the cutoff is far below the 930 eV that the study's wrapper takes by default for these files, so forces and energies are approximate.

Settings
functional: PBE
potential files: Ansatz PAW
basis: plane waves
wave-function cutoff: 580 eV
density cutoff ratio: 5
exchange-correlation grid ratio: 1
k mesh: 1 x 1 x 1, Gamma-centred
self-consistency stop: 5e-08 eV per atom in the density residual
occupations: fixed
spin: none
net charge: 0

Cell vectors (angstrom)
a	10.938	0	0
b	0	10.938	0
c	-3.0147	-3.1323	30.8083

Atoms: element, x, y, z (angstrom)
Si	-1.8015	-4.2591	23.439
Si	0.6808	-1.4863	23.2761
Si	-1.5108	0.7614	23.3708
Si	1.3891	-7.432	23.2743
Si	-6.8652	-4.7807	23.4072
Si	-4.0841	-2.1121	23.2651
Si	3.6343	1.2972	23.189
Si	-4.6564	-6.974	23.3218
Si	-0.2936	-3.0597	24.7494
Si	2.4695	-0.3901	24.4845
Si	-0.2619	-8.5818	24.6085
Si	2.4829	-5.9059	24.7046
Si	-5.7162	-3.1481	24.6518
Si	-3.0583	-0.4385	24.6448
Si	5.1547	2.3692	24.6528
Si	-3.0185	-5.8727	24.6674
Si	-1.6833	-1.7345	26.0705
Si	1.1156	0.954	25.98
Si	-1.6349	-7.2411	26.0017
Si	1.0992	-4.4934	26.0129
Si	3.8138	-1.7495	25.9559
Si	6.5319	0.9663	25.986
Si	3.8248	3.6936	26.0687
Si	-4.3803	-4.4983	26.0444
Si	-3.0147	-3.1323	27.3901
Si	-0.2802	-0.3978	27.3901
Si	-3.0147	-8.6013	27.3901
Si	-0.2802	-5.8668	27.3901
Si	2.4543	-3.1323	27.3901
Si	5.1888	-0.3978	27.3901
Si	2.4543	2.3367	27.3901
Si	5.1888	-5.8668	27.3901
Si	1.3673	-1.3673	3.418
Si	4.1018	1.3673	3.418
Si	1.3673	4.1018	3.418
Si	4.1018	-4.1018	3.418
Si	6.8362	-1.3673	3.418
Si	-1.3673	1.3673	3.418
Si	6.8362	4.1018	3.418
Si	-1.3673	-4.1018	3.418
Si	2.7253	-0.0036	4.8004
Si	5.4805	2.7212	4.8103
Si	2.7349	5.4458	4.753
Si	5.4634	-2.7233	4.7447
Si	-2.7171	-0.016	4.8188
Si	-0.0039	2.7539	4.7326
Si	8.2144	5.4847	4.8128
Si	-0.0155	-2.7345	4.8449
Si	1.3481	1.4179	6.0923
Si	4.1193	4.1107	6.147
Si	1.3459	-4.1981	6.1309
Si	4.1006	-1.3931	6.1277
Si	-4.1198	1.3465	6.1983
Si	-1.3168	4.1062	6.1316
Si	6.8179	-4.0545	6.1252
Si	-1.3449	-1.3402	6.2925
Si	-0.1959	0.3984	7.5503
Si	2.5145	2.9465	7.4475
Si	0.2645	-5.7941	7.5829
Si	2.9944	-3.0819	7.3364
Si	5.6095	-0.2491	7.5336
Si	-2.4693	2.5424	7.427
Si	5.2633	5.7301	7.4579
Si	-3.0845	-2.4546	7.5206
Si	-1.6475	-4.4995	28.7573
Si	1.087	-1.765	28.7573
Si	-1.6475	-9.9685	28.7573
Si	1.087	-7.234	28.7573
Si	3.8215	-4.4995	28.7573
Si	6.556	-1.765	28.7573
Si	3.8215	0.9695	28.7573
Si	6.556	3.704	28.7573
Si	-0.2802	-3.1323	30.1246
Si	2.4543	-0.3978	30.1246
Si	-0.2802	-8.6013	30.1246
Si	2.4543	-5.8668	30.1246
Si	5.1888	-3.1323	30.1246
Si	-3.0147	-0.3978	30.1246
Si	5.1888	2.3367	30.1246
Si	-3.0147	-5.8668	30.1246
Si	1.3673	1.3673	0.6835
Si	4.1018	4.1018	0.6835
Si	1.3673	-4.1018	0.6835
Si	4.1018	-1.3673	0.6835
Si	6.8362	1.3673	0.6835
Si	-1.3673	4.1018	0.6835
Si	6.8362	-4.1018	0.6835
Si	9.5708	-1.3673	0.6835
Si	0	0	2.0507
Si	2.7345	2.7345	2.0507
Si	0	-5.469	2.0507
Si	2.7345	-2.7345	2.0507
Si	5.469	0	2.0507
Si	8.2035	2.7345	2.0507
Si	5.469	5.469	2.0507
Si	8.2035	-2.7345	2.0507
Si	-1.8836	2.0756	18.508
Si	3.0275	-6.2307	18.432
Si	-5.0358	-2.1017	20.2376
Si	-0.8099	4.1505	13.0328
Si	3.0718	-1.8913	14.8274
Si	-2.0955	-2.8158	15.2472
Si	3.4083	2.1518	12.5371
Si	2.1559	-2.7916	10.2223
Si	4.2511	1.9533	17.9781
Si	0.003	-6.3574	18.3047
Si	3.5213	-4.0776	20.5013
Si	-0.0287	-4.8948	10.5975
Si	0.3174	1.2917	12.8595
Si	1.6458	-1.8219	20.4477
Si	4.3392	4.9249	13.3733
Si	4.5303	0.8681	15.2265
Si	4.1192	-3.0116	12.3167
Si	4.3561	1.6362	9.6117
Si	-0.4683	-6.0344	21.2814
Si	-0.0041	-5.1167	15.4303
Si	3.9791	0.198	20.4015
Si	-3.0842	-1.9336	17.8638
Si	-2.7495	-8.2692	21.2815
Si	7.091	-2.8794	12.6131
Si	3.0221	-4.6719	15.7527
Si	0.2204	-0.6419	15.4116
Si	-4.1237	0.8573	16.9871
Si	0.1954	-0.5558	10.3421
Si	-0.3528	-0.4306	18.3802
Si	-2.0355	-2.6271	10.3137
Si	6.6317	3.8708	9.5275
Si	7.1568	4.907	12.4715
O	0.9257	-6.6037	21.9107
O	-3.9876	-0.7307	17.2522
O	5.1902	-5.8424	22.7596
O	-1.1284	-3.7742	11.0316
O	-0.0986	4.5169	14.4592
O	-0.3758	-0.298	22.7859
O	-0.3633	-5.3554	9.0672
O	4.4704	0.9107	21.7868
O	0.6722	0.1517	8.9565
O	3.6974	1.5	16.4985
O	-5.1111	1.5678	18.0636
O	0.2385	-0.0142	16.9161
O	4.8353	0.229	8.9311
O	-0.3165	-5.6023	19.7102
O	1.4304	4.0555	8.0409
O	-1.4041	1.4288	8.0571
O	3.4899	1.2352	19.2288
O	5.9757	5.2048	8.8581
O	1.8453	1.777	12.6586
O	6.7559	-1.3235	8.0735
O	2.1581	-2.4892	8.6335
O	5.559	-2.3474	12.6562
O	7.8514	-2.0702	11.4292
O	5.0848	-0.787	19.7072
O	-1.5967	-1.4542	18.2637
O	-0.1079	4.8718	11.7374
O	7.1142	-4.4394	12.1859
O	4.2143	1.627	13.8423
O	3.0583	2.2258	8.8303
O	1.5545	-1.5545	15.2792
O	-0.2105	-5.3861	17.0213
O	3.1176	-5.0595	17.3138
O	-2.8883	-3.0366	16.6684
O	-1.5441	-7.2202	21.494
O	-4.1148	-7.6568	21.9118
O	-1.1537	-4.0955	14.9299
O	-2.6601	-3.2246	8.9374
O	4.1111	-0.6886	15.1096
O	3.6897	-2.7866	10.7695
O	0.9202	-2.2625	21.8279
O	3.3884	-5.5668	19.8662
O	-4.7953	1.0334	15.5059
O	-1.1502	-1.3422	9.8887
O	3.7781	-5.8405	14.8961
O	5.9232	4.5299	13.4729
O	2.7063	-0.6778	20.8877
O	2.3798	-3.1314	19.8173
O	-1.1552	-1.4928	15.2606
O	-0.9896	-4.7332	22.084
O	0.2116	0.5196	14.2836
O	4.1331	-4.6126	12.5888
O	-0.1587	0.4088	11.5909
O	3.6941	-3.1977	15.5913
O	4.1076	-4.1351	8.0064
O	-2.662	1.5594	17.1601
O	-4.6309	-1.684	21.7598
O	5.5755	2.6669	9.4087
O	4.9911	-3.4495	20.2026
O	-0.8519	0.9464	19.0873
O	3.0168	-2.2479	13.2391
O	-3.8049	-2.4612	19.222
O	1.5408	-6.909	18.3697
O	-2.9538	-8.5189	19.6817
O	-2.9359	-3.2212	22.8304
O	1.4659	-4.2256	10.6205
O	-1.0185	-7.5808	18.0609
O	7.7456	-2.6419	14.0709
O	1.3228	-1.5779	10.9099
O	4.1165	-7.3811	18.1219
O	-2.3833	4.5165	13.1756
O	7.0165	4.1258	11.0719
O	7.977	3.405	8.7468
O	3.5469	3.7803	12.5284
O	0.736	-1.1913	19.2778
O	2.4576	-8.5676	22.6801
O	-0.6909	2.5525	12.8636
O	4.0152	1.4631	11.1963
O	3.2828	-4.126	22.1071
O	-2.3311	1.2831	22.0287
O	1.4883	-4.5145	15.2342

Results
free energy: -126873.304 eV
free energy less fixed offsets of O -568.88, Si -635.61 eV per atom: -4.824 eV

Forces (eV/angstrom), in the order of the atoms: element, x, y, z
Si	0.0042	0.0461	-0.288
Si	0.0578	-0.0392	-0.2613
Si	0.0847	-0.0218	-0.276
Si	0.0543	-0.0855	-0.2029
Si	-0.0239	0.0524	-0.3125
Si	-0.0584	-0.052	-0.4149
Si	-0.0225	0.0052	-0.2106
Si	-0.0093	0.0718	-0.303
Si	0.0189	-0.0177	-0.1605
Si	-0.1196	0.0652	-0.1887
Si	0.0663	-0.0159	-0.2047
Si	-0.0277	-0.0175	-0.106
Si	0.0034	0.0018	-0.1605
Si	0.0336	-0.0862	-0.1368
Si	0.0062	0.0239	-0.1507
Si	-0.0313	0.0097	-0.2534
Si	-0.0577	-0.0155	0.1335
Si	-0.0212	0.0144	-0.0653
Si	-0.0004	-0.0193	0.0457
Si	-0.0457	-0.0187	0.0893
Si	-0.0415	0.0191	0.0014
Si	0.0261	0.0687	0.0974
Si	0.0087	-0.0095	0.1342
Si	0.1043	-0.0634	0.0549
Si	-0.0537	-0.048	0.3257
Si	0.1189	0.2356	0.0051
Si	-0.0015	-0.1201	-0.2848
Si	-0.0102	0.0629	-0.1486
Si	0.1564	0.126	-0.2473
Si	-0.1856	0.0056	-0.2853
Si	-0.0872	-0.2305	0.1098
Si	0.056	0.0143	0.2485
Si	-0.1246	-0.1284	0.2721
Si	-0.0087	-0.02	0.1643
Si	0.1096	-0.0583	-0.4894
Si	-0.0901	-0.0029	-0.2165
Si	0.2011	0.106	-0.0921
Si	-0.1762	-0.0885	-0.0585
Si	0.0913	0.005	0.2582
Si	0.0023	0.1578	0.2061
Si	-0.0027	0.0362	-0.0993
Si	0.0004	0.0186	-0.0717
Si	0.0545	-0.1188	-0.0374
Si	0.0036	-0.0085	-0.1302
Si	-0.0213	-0.0042	0.0294
Si	0.0482	0.0373	-0.1212
Si	-0.0625	-0.025	-0.0818
Si	-0.0032	0.0542	-0.0069
Si	-0.0054	-0.0146	0.1931
Si	-0.0339	0.0052	0.2332
Si	-0.0495	-0.0119	0.1775
Si	0.0176	-0.016	0.1111
Si	0.0216	-0.0365	0.2219
Si	-0.0038	-0.0188	0.153
Si	0.014	0.0433	0.1023
Si	-0.0435	0.0929	0.2092
Si	0.0302	-0.0535	0.2126
Si	-0.0209	0.0379	0.2918
Si	-0.0066	-0.0009	0.4309
Si	-0.0741	-0.0326	0.3629
Si	0.0666	-0.0453	0.3442
Si	0.0015	-0.0409	0.3124
Si	-0.1012	0.0856	0.3542
Si	0.0191	-0.0252	0.3511
Si	-0.0158	0.0205	-0.008
Si	-0.0245	0.0206	-0.029
Si	0.0738	0.0194	-0.0122
Si	-0.0103	-0.0462	-0.0304
Si	0.0674	0.0157	-0.0096
Si	-0.0003	-0.0808	-0.0185
Si	-0.059	-0.0126	-0.0084
Si	-0.0186	0.0566	-0.0084
Si	-0.0113	-0.0262	-0.0258
Si	0.0393	0.0017	-0.0247
Si	-0.0461	0.0434	0.001
Si	-0.018	0.0037	-0.0243
Si	-0.0241	0.0325	0.0002
Si	0	0.004	-0.0221
Si	0.0054	-0.0254	-0.028
Si	0.0474	-0.0246	-0.0227
Si	0.0443	-0.0147	0.0141
Si	0.0163	-0.05	0.0088
Si	-0.0297	0.0349	0.0171
Si	-0.0089	0.0105	0.0334
Si	-0.0472	0.0159	0.0157
Si	-0.0064	0.0179	0.032
Si	0.0253	0.0033	0.0142
Si	0.0117	-0.0215	0.0084
Si	-0.0363	-0.0095	0.0231
Si	-0.0632	0.037	-0.0083
Si	0.0938	0.0129	0.0141
Si	-0.0112	-0.0626	0.0084
Si	0.0636	0.0198	0.0256
Si	-0.0001	-0.0426	0.0065
Si	-0.0332	0.0148	0.014
Si	-0.0199	0.0337	0.0157
Si	0.255	-0.0899	-0.3697
Si	0.0344	-0.0776	-0.1967
Si	-0.002	-0.1659	-0.2726
Si	-0.0288	-0.0722	0.0895
Si	0.0895	-0.0828	-0.0905
Si	-0.0056	-0.0558	-0.0228
Si	-0.1648	0.1439	0.3764
Si	0.1286	-0.1468	0.3819
Si	0.021	0.1005	-0.1424
Si	0.1095	-0.2366	-0.3981
Si	0.096	-0.0833	-0.3621
Si	0.1958	-0.001	0.3672
Si	0.001	0.1518	0.0881
Si	0.0372	0.1285	-0.3821
Si	0.0028	0.1086	0.1236
Si	0.0146	0.0776	-0.005
Si	0.0641	-0.073	0.1585
Si	-0.0684	-0.0529	0.0723
Si	-0.008	0.1067	-0.146
Si	0.021	-0.1054	0.0133
Si	-0.2309	-0.0604	-0.4787
Si	0.0439	0.1193	-0.0671
Si	-0.1356	-0.1213	-0.2262
Si	-0.0959	-0.0143	0.0442
Si	0.028	-0.1028	-0.0103
Si	-0.0595	0.1119	0.0413
Si	0.0984	0.0459	-0.0901
Si	-0.1269	-0.1052	0.41
Si	-0.1512	0.03	-0.1438
Si	0.0293	0.1399	0.4454
Si	0.118	0.1112	0.0433
Si	0.0543	0.2105	0.4205
O	-0.0121	-0.0431	0.1715
O	0.0079	-0.0779	0.0494
O	-0.0099	-0.0379	0.5488
O	-0.0923	0.0369	-0.0659
O	0.0214	0.0327	-0.0214
O	-0.0377	0.0066	0.461
O	0.0598	-0.1457	-0.5776
O	-0.059	0.1627	0.4542
O	-0.0615	0.1451	-0.4176
O	-0.0148	-0.0127	0.0721
O	-0.036	-0.0135	0.1042
O	0.0288	-0.0334	0.0402
O	0.0396	0.0227	-0.2725
O	-0.0433	0.0442	0.4033
O	-0.0034	-0.0278	-0.4558
O	0.0043	0.0487	-0.5222
O	0.0508	-0.1072	0.2291
O	-0.0033	-0.0364	-0.2278
O	0.1144	-0.0017	-0.086
O	0.0412	-0.0363	-0.5187
O	0.0758	-0.0161	-0.343
O	0.0191	0.0044	-0.0528
O	0.1006	-0.041	-0.2096
O	0.019	0.0468	0.1245
O	0.0244	-0.0094	0.072
O	0.0137	0.1285	-0.2347
O	0.0336	-0.101	-0.0968
O	-0.0046	-0.0135	-0.1264
O	-0.0175	-0.0007	-0.2058
O	0.0206	-0.0177	0.0465
O	-0.017	0.0392	0.127
O	0.0184	0.0278	0.117
O	-0.0319	0.0002	0.0784
O	0.0593	0.0517	0.0217
O	0.0148	0.0122	0.2283
O	-0.0165	0.0509	-0.0289
O	-0.1358	0.0436	-0.438
O	-0.004	-0.0098	0.0641
O	-0.0947	0.0505	-0.0968
O	-0.0953	0.0282	0.4089
O	-0.0136	0.0726	0.1749
O	-0.0503	-0.0344	-0.0175
O	-0.0039	0.0273	-0.1457
O	-0.0094	-0.0012	-0.0258
O	0.0427	-0.0314	-0.0819
O	0.0339	0.006	0.1545
O	-0.061	0.0244	0.0938
O	0.0176	-0.0115	-0.0397
O	-0.0305	-0.0299	0.2012
O	-0.0047	-0.05	-0.0179
O	-0.0183	0.0246	-0.0762
O	0.0041	-0.0811	-0.2335
O	-0.0277	0.0537	0.0785
O	0.0174	0.0173	-0.6065
O	-0.0001	0.0336	0.0896
O	0.137	0.0165	0.4521
O	-0.0017	-0.0354	0.0189
O	0.0198	-0.0311	0.0892
O	-0.0588	0.0641	0.0835
O	-0.0604	0.0209	-0.0796
O	-0.0924	0.0146	0.1563
O	-0.0327	0.0751	0.1078
O	-0.0938	0.0642	0.4138
O	0.0117	0.0386	0.449
O	0.0153	0.0269	-0.1246
O	-0.0392	0.0337	0.115
O	0.0099	0.0308	-0.0209
O	-0.021	0.0722	-0.0731
O	0.0034	0.0185	0.0448
O	-0.0782	-0.0151	-0.0381
O	-0.0605	-0.1277	-0.3642
O	-0.0429	-0.0167	-0.1815
O	-0.0128	-0.1011	-0.1134
O	0.1022	-0.1073	0.1827
O	0.0034	0.0397	0.4831
O	-0.0201	-0.0361	-0.0001
O	0.1079	-0.091	-0.3695
O	0.0916	-0.0876	0.3908
O	0.0214	0.0472	0.2189
O	-0.0023	0.042	-0.0249

The program warned: the cutoff lies below the one the program advises for these potential files; the exchange-correlation potential is rough where the density is thin.
